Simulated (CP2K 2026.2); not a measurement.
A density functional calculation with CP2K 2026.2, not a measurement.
Periodic cell of 506 atoms, Si360O146, from a study of silicon, its oxide and their interface. The atomic structure is a simulated model.
Doubt: the forces sum to 0.87 eV/angstrom along one axis rather than to zero, so they err by at least 0.0017 eV/angstrom per atom on average; the grid cutoff is modest.

Settings: functional PBE; method Gaussian and plane waves; basis set DZVP-MOLOPT-SR-GTH; pseudopotentials GTH-PBE; grid cutoff 350 Ry, relative cutoff 50 Ry; k points Gamma only; occupations fixed; spin none; net charge 0.

Cell vectors (angstrom)
a	16.32	0	0
b	0	16.32	0
c	7.384	0.9338	33.5999

Atoms and the computed forces on them: element, x, y, z (angstrom), force x, y, z (eV/angstrom)
Si	1.049	2.092	1.628	-0.028	-0.017	0.074
Si	10.063	14.227	28.785	-0.003	0.021	-0.079
Si	16.627	5.653	2.802	0.024	0.111	0.049
Si	1.52	6.995	1.292	-0.242	0.426	0.163
Si	7.329	8.842	33.338	0.422	-0.184	0.71
Si	3.002	13.705	0.618	-0.127	-0.239	0.542
Si	5.318	15.723	0.721	0.198	0.369	0.538
Si	9.022	2.462	0.485	0.039	0.093	0.09
Si	16.391	9.73	31.623	-0.482	-0.148	-0.28
Si	7.498	8.645	0.542	0.385	0.196	0.613
Si	4.54	9.572	1.418	-0.095	0.071	0.769
Si	10.445	16.245	0.212	-0.122	-0.364	-0.501
Si	18.018	5.376	27.384	-0.077	0.068	-0.059
Si	20.475	2.115	33.593	0.066	0.062	0.014
Si	8.468	6.416	32.565	0.082	-0.09	0.002
Si	13.357	8.446	0.829	-0.121	-0.257	0.419
Si	12.394	11.288	0.859	-0.022	-0.022	0.139
Si	14.82	15.277	1.392	-0.048	0.07	0.698
Si	16.299	0.245	2.733	0.027	-0.035	0.019
Si	4.121	1.36	4.077	0.009	-0.015	-0.007
Si	16.045	4.031	1.275	0.476	-0.166	0.383
Si	3.023	8.186	2.622	-0.008	0.011	-0.105
Si	16.892	11.398	2.64	0.151	0.159	0.492
Si	2.226	13.157	2.77	0.01	0.006	-0.041
Si	5.894	0.424	2.799	-0.009	-0.026	-0.014
Si	7.561	2.166	2.952	-0.086	-0.267	0.537
Si	5.22	4.999	2.737	0.073	0.126	0.652
Si	8.553	8.752	2.719	0.013	0.038	-0.069
Si	5.476	11.149	2.81	-0.3	-0.34	0.17
Si	8.708	13.987	3.019	0.014	0.172	0.579
Si	10.451	15.627	3.062	-0.201	-0.003	0.573
Si	13.599	2.818	2.557	-0.02	-0.029	0.724
Si	11.244	5.885	2.879	0.001	0.007	-0.041
Si	12.997	7.563	2.913	-0.022	-0.063	0.041
Si	10.378	10.373	2.881	-0.2	-0.168	0.527
Si	15.053	12.267	3.939	-0.015	-0.044	0.01
Si	14.889	1.478	4.089	-0.03	0.058	-0.021
Si	1.467	4.218	4.25	-0.021	-0.089	-0.062
Si	14.927	6.738	4.028	-0.045	0.017	-0.022
Si	1.487	9.555	3.888	-0.037	-0.046	0.015
Si	13.612	13.657	2.678	0.284	0.333	0.337
Si	1.289	14.992	3.965	0.01	-0.003	0.031
Si	2.891	2.961	2.871	-0.318	-0.326	0.167
Si	6.697	3.935	4.207	0.06	0	-0.046
Si	4.182	6.724	4.027	0.03	0.013	-0.007
Si	6.856	9.682	4.098	0.007	-0.001	-0.025
Si	3.981	12.32	4.132	0.006	0.086	-0.024
Si	6.862	15.011	4.11	-0.015	0.002	-0.084
Si	9.459	1.231	4.05	-0.002	0.036	-0.09
Si	12.231	4.088	4.024	0.001	-0.017	-0.04
Si	9.471	6.928	4.023	-0.004	0.041	-0.009
Si	12.114	9.378	4.147	-0.003	0.022	-0.013
Si	9.561	12.168	4.211	0.014	-0.029	0.033
Si	12.258	14.804	4.248	0.032	0.026	-0.027
Si	13.575	16.353	5.441	0.032	0.003	-0.011
Si	16.322	2.781	5.446	-0.018	-0.006	-0.009
Si	13.642	5.357	5.452	0.008	0.003	-0.013
Si	16.329	8.217	5.274	0.034	-0.034	-0.038
Si	13.633	10.841	5.287	-0.013	0.028	-0.011
Si	16.284	13.651	5.407	0.036	-0.005	-0.032
Si	2.715	16.284	5.35	-0.012	0.019	-0.003
Si	5.359	2.673	5.606	0	-0.081	-0.001
Si	2.817	5.541	5.561	0.045	-0.022	0.022
Si	5.518	8.164	5.353	-0.052	-0.008	-0.001
Si	2.738	10.833	5.448	-0.012	0.012	-0.025
Si	5.411	13.677	5.413	-0.002	0	0.032
Si	8.182	16.288	5.576	-0.035	-0.007	-0.053
Si	10.836	2.691	5.332	-0.017	-0.019	-0.007
Si	8.138	5.445	5.334	-0.007	0.001	-0.007
Si	10.774	8.138	5.586	-0.023	-0.016	-0.021
Si	8.13	10.943	5.584	-0.011	-0.017	-0.021
Si	10.952	13.445	5.605	-0.009	0.028	0.008
Si	14.945	14.985	6.8	-0.011	0.021	-0.012
Si	17.691	1.354	6.734	-0.023	0.01	0.018
Si	14.98	4.076	6.86	0.015	-0.024	0.014
Si	17.662	6.891	6.763	0.019	0.022	-0.006
Si	14.982	9.527	6.705	-0.004	0.007	0.003
Si	17.669	12.251	6.747	-0.017	0.008	-0.036
Si	4.065	14.998	6.794	0.016	-0.002	0.018
Si	6.795	1.338	6.894	0.013	0.027	0.009
Si	4.076	4.106	6.918	-0.02	-0.004	0.019
Si	6.825	6.798	6.763	-0.002	0.014	0.003
Si	4.121	9.481	6.772	0.006	-0.026	-0.02
Si	6.736	12.311	6.84	-0.006	-0.003	0.009
Si	9.558	14.894	6.864	-0.015	0	0.028
Si	12.193	1.379	6.773	0	-0.022	-0.002
Si	9.514	4.088	6.713	0.018	-0.007	0.008
Si	12.243	6.749	6.792	-0.007	-0.012	-0.047
Si	9.478	9.546	6.912	0	-0.003	0.008
Si	12.349	12.118	6.85	0.011	-0.023	0.036
Si	16.333	16.331	8.135	0.029	-0.011	-0.016
Si	2.682	2.712	8.173	0.003	-0.013	0.003
Si	16.34	5.486	8.148	0.005	0	0.004
Si	2.723	8.186	8.158	-0.018	0.006	-0.016
Si	16.308	10.894	8.115	-0.003	-0.016	0.008
Si	2.712	13.596	8.126	0.024	0.024	0.007
Si	5.415	16.313	8.208	-0.02	-0.038	0.02
Si	8.174	2.754	8.153	0.029	-0.013	-0.003
Si	5.481	5.467	8.192	0.002	0.01	-0.001
Si	8.134	8.141	8.197	0.008	-0.015	0.011
Si	5.422	10.878	8.159	0.008	0.005	-0.001
Si	8.144	13.6	8.211	-0.01	0.015	-0.001
Si	10.89	16.319	8.174	-0.014	0.01	0.011
Si	13.585	2.703	8.157	0.003	-0.016	0.002
Si	10.882	5.397	8.139	-0.042	0.024	0.001
Si	13.617	8.156	8.098	0.034	0.026	0.006
Si	10.915	10.851	8.217	0.007	-0.008	0.009
Si	13.626	13.589	8.171	-0.01	-0.003	-0.001
Si	14.959	1.374	14.975	-0.009	0.015	-0.002
Si	17.682	4.052	14.964	0.009	-0.011	-0.003
Si	14.951	6.771	14.948	-0.003	0.003	-0.011
Si	17.666	9.522	14.937	-0.013	0.003	0.003
Si	14.956	12.236	14.949	0.002	-0.015	0.007
Si	17.702	14.982	14.968	0.003	0.001	-0.003
Si	4.077	1.336	14.976	-0.01	-0.002	0.002
Si	6.824	4.061	14.973	0.018	-0.003	0.006
Si	4.074	6.784	14.917	-0.004	0.011	-0.005
Si	6.81	9.529	14.953	0.002	0.002	0.003
Si	4.096	12.269	14.97	0.007	-0.003	-0.005
Si	6.783	14.961	14.979	0.009	-0.01	-0.008
Si	9.514	1.367	14.985	0.006	0.01	0.003
Si	12.256	4.077	14.986	-0.01	0.005	-0.003
Si	9.537	6.797	14.966	0.019	-0.016	-0.011
Si	12.223	9.502	14.946	0.012	-0.01	-0.007
Si	9.496	12.259	14.949	-0.021	0.016	-0.002
Si	12.229	14.98	14.933	-0.009	0.006	-0.001
Si	13.563	16.346	16.306	-0.009	-0.01	-0.012
Si	16.334	2.702	16.363	-0.015	0.004	0.004
Si	13.62	5.424	16.361	0.013	-0.004	0.008
Si	16.314	8.132	16.277	0.03	0.005	-0.009
Si	13.567	10.876	16.285	0.004	0.017	-0.001
Si	16.335	13.605	16.283	0.004	0.01	-0.005
Si	19.046	16.318	16.383	0.008	-0.024	0.008
Si	5.475	2.667	16.317	0.005	-0.002	-0.006
Si	19.064	5.415	16.29	-0.001	0.009	-0.008
Si	5.446	8.129	16.257	-0.011	-0.006	-0.016
Si	19.026	10.903	16.272	-0.002	0.001	-0.009
Si	5.435	13.621	16.38	-0.01	0.012	0.004
Si	8.132	16.33	16.338	-0.01	0.013	0
Si	10.895	2.72	16.341	-0.003	-0.024	0.003
Si	8.199	5.425	16.324	-0.007	-0.002	0
Si	10.883	8.153	16.348	-0.012	0.019	0.004
Si	8.138	10.915	16.331	0.002	-0.014	0.003
Si	10.848	13.649	16.285	0.009	0.005	-0.009
Si	14.946	14.967	17.588	-0.014	-0.016	-0.028
Si	17.688	1.35	17.757	0.007	-0.004	0.053
Si	14.971	4.049	17.741	0.002	0.006	0.002
Si	17.664	6.747	17.624	-0.008	-0.023	-0.005
Si	14.952	9.507	17.603	-0.033	-0.019	-0.003
Si	17.71	12.283	17.662	0.001	0.01	0.006
Si	4.084	14.972	17.787	0.006	-0.001	0.004
Si	6.771	1.309	17.763	-0.031	-0.033	0.012
Si	4.155	4.069	17.624	0.023	0.016	-0.029
Si	6.816	6.794	17.63	0.001	0.005	-0.005
Si	4.056	9.491	17.554	0.011	-0.009	-0.028
Si	6.789	12.26	17.746	-0.014	0.007	0.01
Si	9.511	15.009	17.686	0.024	0.018	-0.019
Si	12.226	1.362	17.732	0.013	0.002	-0.018
Si	9.542	4.06	17.714	0.021	0.025	0.008
Si	12.25	6.786	17.718	0.004	-0.01	0.011
Si	9.513	9.557	17.67	-0.021	0.014	-0.001
Si	12.19	12.27	17.602	-0.006	-0.013	-0.009
Si	16.253	16.247	19.035	-0.004	0.013	0.007
Si	19.143	2.762	19.013	-0.041	-0.046	0.009
Si	16.36	5.412	19.072	0.049	-0.002	-0.029
Si	19.054	8.113	18.897	0.013	-0.008	0.009
Si	16.318	10.882	18.903	-0.011	0.021	-0.016
Si	19.028	13.609	19.142	0.007	0.023	0.027
Si	5.419	16.302	19.237	-0.025	0.023	0.018
Si	8.179	2.674	19.054	0.009	0.015	-0.015
Si	5.554	5.368	19	0.022	-0.022	0.017
Si	8.102	8.211	18.979	0.025	0.002	-0.042
Si	5.33	10.83	18.964	-0.004	0.012	0.003
Si	8.179	13.679	19.075	-0.051	-0.039	0.02
Si	10.822	16.372	19.107	-0.037	-0.018	0.052
Si	13.619	2.672	19.116	0.005	0	-0.037
Si	10.908	5.404	19.098	0.035	0.012	0.001
Si	13.617	8.199	19.028	-0.003	-0.006	-0.024
Si	10.831	10.983	19.01	-0.009	-0.004	-0.032
Si	13.578	13.618	18.905	-0.003	0.011	-0.02
Si	14.973	1.283	20.481	0.002	0.032	-0.029
Si	17.805	4.074	20.408	-0.04	-0.008	-0.051
Si	14.984	6.814	20.376	-0.034	0.01	-0.01
Si	17.68	9.495	20.188	0.013	0.015	0.027
Si	14.947	12.256	20.205	0.006	-0.016	0.016
Si	17.592	14.948	20.479	0.013	-0.007	-0.013
Si	20.388	1.458	20.543	0.016	-0.043	-0.012
Si	6.917	4.03	20.456	-0.009	0.018	0.048
Si	20.451	6.746	20.196	0.01	0.018	0.013
Si	6.706	9.542	20.344	0.057	0	-0.008
Si	20.348	12.134	20.444	-0.018	0.016	0.004
Si	6.821	14.911	20.584	0.012	0.005	-0.009
Si	9.433	1.387	20.56	0.004	0.011	0.027
Si	12.258	3.995	20.506	-0.038	0.044	0.003
Si	9.473	6.851	20.285	0.023	0.021	0.008
Si	12.276	9.679	20.291	-0.003	0.011	-0.011
Si	9.497	12.312	20.464	0.008	-0.049	0.031
Si	12.252	14.953	20.293	0.033	0.012	0.028
Si	13.55	16.208	21.796	0.023	0.035	0.037
Si	16.835	2.252	21.581	0.011	0	0.022
Si	13.772	5.34	21.735	-0.459	0.313	-0.196
Si	16.397	8.201	21.634	0.024	0.035	0.073
Si	13.66	10.996	21.68	0.027	-0.001	0.082
Si	16.21	13.46	21.746	0.008	0.009	0.05
Si	18.495	16.827	21.635	0.008	0.019	-0.02
Si	5.504	2.781	21.937	-0.003	0.002	0.053
Si	19.201	5.497	21.723	-0.014	-0.001	0.049
Si	5.382	8.083	21.634	0.027	0.01	0.035
Si	18.913	10.732	21.736	-0.024	-0.023	0.039
Si	5.865	13	21.648	0.081	-0.062	0.058
Si	8.125	16.294	22.026	-0.023	-0.027	0.056
Si	10.864	2.683	21.976	-0.015	0.049	0.039
Si	8.296	5.481	21.771	0.022	-0.004	0.017
Si	10.754	8.402	21.461	-0.04	-0.062	-0.713
Si	7.606	11.351	21.557	-0.12	0.194	-0.56
Si	10.985	13.648	21.772	-0.005	-0.009	0.002
Si	14.523	14.48	23.078	0.06	0.015	0.026
Si	18.603	16.215	23.866	0.272	-0.325	-0.423
Si	15.204	2.989	25.324	0.251	0.228	-0.479
Si	18.217	7.312	22.852	0.027	0.043	0.015
Si	15.287	9.819	22.925	-0.025	0.006	0.009
Si	17.068	11.581	22.99	-0.016	-0.024	-0.023
Si	20.241	14.648	26.615	-0.326	-0.093	-0.625
Si	6.683	1.317	23.432	-0.062	-0.026	-0.715
Si	20.724	1.041	25.539	0.043	-0.015	-0.163
Si	6.416	6.368	22.885	-0.14	-0.091	-0.576
Si	19.933	8.964	22.929	-0.035	0.008	0.022
Si	21.551	12.861	23.912	-0.195	0.412	-0.479
Si	10.049	15.347	23.095	0.086	0.326	-0.515
Si	11.782	0.783	23.103	0.007	-0.055	0.081
Si	9.952	4.516	23.256	-0.074	-0.249	-0.798
Si	12.435	6.442	23.279	0.41	-0.43	-0.239
Si	9.091	9.979	23.613	-0.134	-0.043	-0.004
Si	12.783	12.756	23.058	0.203	0.121	-0.468
Si	8.697	2.308	33.082	-0.062	0.224	0.535
Si	11.54	1.804	31.978	-0.008	-0.093	-0.085
Si	8.648	7.814	28.001	0.084	-0.005	-0.022
Si	14.314	5.855	31.019	0.06	-0.013	0.039
Si	17.433	15.877	32.016	0.011	0.39	0.47
Si	22.557	13.83	31.197	0.049	-0.095	0.076
Si	7.305	8.095	25.222	-0.084	0.02	-0.063
Si	13.915	15.907	27.249	-0.029	0.076	0.019
Si	18.67	12.383	27.626	0.057	0.017	-0.078
Si	12.37	11.045	30.161	0.042	-0.041	0.039
Si	20.673	8.134	29.946	-0.048	0.041	0.03
Si	7.791	15.629	32.885	-0.028	-0.031	0.06
Si	15.315	5.857	26.571	0.053	-0.008	-0.061
Si	11.603	10.916	25.051	0.15	-0.032	0.029
Si	7.676	2.9	30.386	0	0.048	0.048
Si	7.799	11.848	33.02	0.051	0.074	0.154
Si	17.431	6.098	24.626	0.168	0.399	-0.331
Si	12.475	1.29	25.296	-0.241	-0.231	-0.613
Si	18.793	7.954	32.455	0.088	0.09	0.053
Si	13.824	8.816	24.551	0.428	0.147	-0.328
Si	19.538	13.613	31.751	-0.023	0.02	0.016
Si	20.997	4.698	23.089	0.122	0.059	-0.534
Si	17.794	12.742	24.869	0.331	-0.021	-0.712
Si	17.008	2.544	27.495	-0.01	-0.072	-0.023
Si	10.326	5.042	0.887	0.206	0.217	0.432
Si	8.1	3.33	25.414	-0.071	-0.043	0.004
Si	13.974	8.329	27.444	0.061	0.031	-0.011
Si	7.232	5.669	0.325	-0.033	-0.096	0.056
Si	10.802	12.132	32.718	0.014	0.051	-0.047
Si	13.065	13.773	29.337	0.074	-0.051	-0.084
Si	15.11	13.953	31.523	0.06	-0.014	0.016
Si	9.294	5.264	29.724	0.013	0.025	0.084
Si	9.884	17.114	29.643	0.064	0.036	0.042
Si	11.21	9.649	27.802	0.071	-0.02	0.018
Si	20.474	9.992	27.768	-0.033	-0.056	0.05
Si	19.627	14.154	24.429	-0.068	-0.084	-0.187
Si	7.632	12.447	28.956	-0.02	-0.032	-0.051
Si	20.571	5.436	28.812	0.014	-0.086	-0.068
Si	6.65	9.643	29.315	-0.181	0.095	-0.037
Si	18.269	1.687	29.908	-0.051	0.097	0.017
Si	10.095	1.744	26.836	0.006	0.046	0.078
Si	20.97	9.802	24.838	-0.274	-0.35	-0.464
Si	15.964	3.399	30.97	0.017	-0.069	-0.136
Si	16.061	3.615	23.31	-0.012	-0.463	0.166
Si	14.358	2.25	28.972	-0.02	-0.077	0.039
Si	14.674	8.951	30.254	0.459	0.291	0.287
Si	21.494	4	26.073	-0.089	0.098	-0.093
Si	7.099	13.108	0.771	0.031	-0.044	0.163
Si	17.373	12.214	30.178	-0.015	0.033	0.09
Si	12.167	4.03	29.956	-0.009	-0.024	-0.087
Si	15.866	15.077	24.953	-0.445	-0.134	-0.458
Si	20.978	2.97	30.695	-0.096	0.003	0.188
Si	9.354	15.108	26.074	0.04	-0.086	-0.015
Si	6.758	13.615	26.402	0.052	-0.039	-0.115
Si	14.959	1.349	9.508	-0.017	0.001	0.003
Si	17.664	4.094	9.52	-0.005	-0.007	0.001
Si	14.962	6.82	9.498	0.002	-0.006	-0.002
Si	17.676	9.549	9.502	0.01	0.017	0.008
Si	14.98	12.238	9.528	0.017	0.013	0.007
Si	17.682	14.961	9.498	0.002	-0.011	-0.001
Si	4.058	1.368	9.538	0.016	0.018	0.007
Si	6.829	4.095	9.543	-0.017	0.021	0.013
Si	4.078	6.813	9.524	-0.007	-0.018	0.003
Si	6.78	9.522	9.534	-0.006	-0.029	-0.009
Si	4.058	12.239	9.509	-0.012	-0.004	-0.005
Si	6.787	14.961	9.556	-0.007	0.013	0.015
Si	9.523	1.374	9.516	-0.004	-0.003	0.009
Si	12.237	4.063	9.52	-0.003	-0.005	-0.002
Si	9.529	6.774	9.511	0.003	0.01	0.011
Si	12.271	9.478	9.529	-0.02	-0.001	0.002
Si	9.53	12.234	9.539	0.014	-0.002	-0.003
Si	12.251	14.953	9.525	0.003	-0.014	0.006
Si	13.611	16.313	10.885	0.02	-0.01	0.008
Si	16.304	2.725	10.87	-0.006	0.02	0.002
Si	13.604	5.444	10.856	0	0.013	-0.002
Si	16.322	8.17	10.862	-0.013	-0.007	-0.006
Si	13.605	10.874	10.878	-0.01	-0.015	-0.008
Si	16.335	13.606	10.881	0.008	-0.006	0.011
Si	2.708	16.315	10.881	0	-0.006	-0.003
Si	5.444	2.723	10.878	-0.013	-0.003	0.005
Si	2.728	5.433	10.879	0.012	-0.011	0.007
Si	5.427	8.169	10.9	-0.01	0.025	0.01
Si	2.705	10.896	10.883	-0.007	0.014	0.004
Si	5.425	13.586	10.881	0.014	-0.008	-0.008
Si	8.152	16.34	10.883	-0.023	0.003	-0.003
Si	10.887	2.715	10.889	0.016	-0.001	-0.001
Si	8.182	5.443	10.906	0.016	-0.005	0.001
Si	10.89	8.133	10.877	0.028	-0.023	0
Si	8.163	10.87	10.884	0.006	-0.016	0.002
Si	10.877	13.609	10.891	-0.027	0.018	0.007
Si	14.972	14.961	12.246	-0.004	-0.01	0.005
Si	17.668	1.362	12.233	-0.003	0	-0.004
Si	14.953	4.084	12.229	-0.003	-0.016	-0.001
Si	17.675	6.796	12.225	-0.005	0.01	0
Si	14.958	9.512	12.234	0.014	0.012	0.001
Si	17.683	12.254	12.254	0.01	0.001	0.005
Si	4.076	14.959	12.233	0.004	-0.01	0
Si	6.794	1.366	12.253	0.015	0.003	0.004
Si	4.084	4.068	12.244	0.014	0.01	0.006
Si	6.805	6.802	12.25	0.002	-0.008	0.002
Si	4.069	9.538	12.245	-0.014	-0.012	-0.001
Si	6.796	12.236	12.236	-0.007	0.001	-0.008
Si	9.508	14.975	12.24	0.01	0.011	0.002
Si	12.248	1.361	12.245	-0.021	0.006	0.008
Si	9.539	4.076	12.256	-0.003	0.004	0.013
Si	12.246	6.781	12.237	-0.014	-0.004	-0.01
Si	9.527	9.507	12.231	0	0	-0.012
Si	12.238	12.236	12.24	0.012	-0.008	0.003
Si	16.321	16.331	13.614	0.002	-0.005	0
Si	19.042	2.699	13.602	0	-0.004	-0.003
Si	16.326	5.422	13.594	-0.008	0.008	-0.006
Si	19.03	8.162	13.582	0.011	0.011	-0.002
Si	16.307	10.879	13.584	-0.008	-0.007	0.005
Si	19.051	13.616	13.608	0.003	-0.001	0
Si	5.432	16.311	13.603	-0.002	-0.005	-0.002
Si	8.173	2.718	13.603	0.007	0.014	-0.003
Si	5.455	5.417	13.599	-0.015	-0.011	0.008
Si	8.174	8.161	13.606	0.004	0.006	0.004
Si	5.44	10.891	13.606	0.004	0.002	0.005
Si	8.138	13.613	13.594	-0.004	-0.003	-0.006
Si	10.864	16.337	13.596	-0.003	-0.009	0
Si	13.607	2.729	13.605	0.004	0.013	0
Si	10.901	5.433	13.617	0.024	0.006	-0.002
Si	13.597	8.145	13.594	-0.012	-0.013	-0.015
Si	10.866	10.88	13.6	-0.006	-0.009	0.004
Si	13.6	13.604	13.594	0.003	0.007	0.003
O	10.294	2.195	32.908	0.134	0.078	0.684
O	17.335	8.482	32.04	-0.294	-0.473	-0.109
O	13.347	9.84	30.624	-0.02	0.07	0.391
O	9.227	14.966	33.139	0.141	-0.273	-0.37
O	10.309	3.407	0.795	0.411	-0.254	0.109
O	7.786	2.833	1.452	-0.244	0.493	-0.494
O	4.021	3.996	2.196	0.075	-0.157	-0.462
O	6.106	5.519	1.471	-0.056	0.095	-0.073
O	6.355	12.155	1.832	0.081	-0.08	0.242
O	8.521	13.527	1.435	0.547	0.169	-0.449
O	10.987	17.109	30.831	0.289	-0.627	-0.063
O	11.069	15.538	1.524	0.177	-0.518	-0.122
O	7.413	5.423	33.326	-0.273	-0.059	-0.138
O	12.863	1.869	1.448	-0.301	-0.083	0.043
O	14.008	16.193	0.291	-0.033	-0.185	-0.36
O	10.935	10.831	1.399	-0.322	0.059	-0.249
O	14.914	4.434	22.484	-0.117	0.023	0.22
O	21.069	2.445	26.243	-0.09	-0.238	0.317
O	9.773	14.672	24.579	-0.038	-0.365	0.112
O	9.74	9.402	22.253	-0.186	-0.03	-0.171
O	11.208	10.422	29.222	-0.747	0.008	0.279
O	7.854	10.906	23.135	-0.211	0.284	0.307
O	15.2	15.725	26.283	0.378	0.076	0.291
O	7.728	2.132	24.387	0.471	-0.225	-0.27
O	19.919	11.47	28.104	0.38	0.323	0.328
O	11.25	5.412	23.76	0.19	0.058	0.553
O	16.497	5.816	27.688	-0.162	0.109	0.67
O	2.157	5.955	0.119	0.536	-0.237	-0.037
O	3.555	10	0.191	-0.458	-0.307	-0.091
O	20.985	14.162	31.323	0.059	0.214	-0.034
O	7.726	8.474	29.133	0.1	-0.337	0.544
O	8.613	8.75	24.53	0.52	-0.09	0.09
O	9.128	12.993	29.228	0.403	-0.497	0.35
O	21.042	2.981	32.334	0.308	0.325	0.174
O	12.846	12.613	1.654	0.041	0.251	0.045
O	10.133	10.913	24.393	-0.262	0.358	0.013
O	13.338	7.239	24.395	0.29	-0.369	0.105
O	16.44	2.165	26.031	0.115	-0.411	-0.136
O	16.035	12.954	30.671	-0.29	-0.272	-0.249
O	19.499	9.03	33.438	-0.257	0.088	-0.096
O	14.827	4.379	26.123	-0.234	0.03	0.09
O	6.812	6.787	24.424	0.039	-0.185	0.584
O	14.687	13.302	32.948	0.052	-0.377	-0.13
O	7.726	7.597	26.693	-0.09	-0.164	0.161
O	20.146	9.629	26.229	-0.639	-0.02	-0.087
O	22.085	9.937	27.979	0.326	0.323	-0.492
O	14.665	8.134	33.453	-0.202	0.102	-0.663
O	0.331	11.145	1.024	-0.359	0.147	-0.123
O	12.435	9.665	24.457	-0.382	0.07	-0.496
O	17.38	12.141	28.569	-0.414	-0.08	-0.294
O	10.68	4.447	29.484	-0.123	0.024	-0.336
O	14.869	8.972	28.629	0.582	0.043	-0.039
O	12.663	16.311	26.284	-0.382	-0.652	0.086
O	8.863	2.777	26.729	-0.376	0.245	0.294
O	13.643	14.511	28.018	0.11	-0.253	-0.172
O	18.047	3.764	27.343	0.504	-0.249	-0.14
O	5.594	16.939	24.474	0.026	-0.547	-0.045
O	18.759	12.97	30.503	0.38	0.194	-0.489
O	17.053	16.067	24.408	-0.223	0.24	0.011
O	9.127	4.292	24.637	0.117	0.257	0.212
O	6.527	13.206	24.855	0.466	-0.145	-0.148
O	11.692	11.787	31.426	-0.034	0.036	-0.084
O	14.505	7.386	30.613	0.054	-0.048	-0.054
O	7.602	7.737	32.166	-0.382	0.123	-0.564
O	19.337	1.119	24.689	-0.038	0.436	0.03
O	21.664	14.01	27.045	0.146	-0.078	0.582
O	8.736	5.4	0.861	-0.018	-0.028	0.15
O	13.461	10.067	1.02	0.658	0.126	-0.007
O	16.558	13.678	25.405	-0.394	-0.081	0.351
O	7.956	17.212	32.844	-0.097	0.139	-0.096
O	14.409	9.029	26.052	0.329	0.584	0.012
O	14.222	5.729	32.634	-0.201	-0.235	0.123
O	14.715	7.851	0.194	0	-0.467	-0.169
O	11.653	7.637	22.552	0.17	0.164	0.052
O	22.444	2.527	30.178	-0.037	-0.209	-0.603
O	13.887	2.069	25.3	0.041	-0.135	-0.35
O	19.027	5.86	28.531	-0.243	0.466	0.5
O	14.865	2.265	30.525	-0.23	-0.285	0.333
O	15.754	14.258	0.507	-0.012	-0.423	0.036
O	7.787	14.858	26.376	-0.352	0.264	0.09
O	19.682	12.494	32.886	0.056	-0.454	-0.233
O	11.296	13.506	33.449	0.452	0.114	-0.133
O	17.446	2.991	30.45	0.278	0.319	0.055
O	13.222	12.153	29.316	0.589	-0.276	-0.351
O	8.551	1.616	29.979	-0.313	-0.466	0.072
O	10.213	14.281	27.169	0.469	-0.446	-0.297
O	13.017	3.165	28.858	-0.191	0.098	-0.48
O	17.811	16.668	30.659	-0.283	-0.282	-0.344
O	21.314	6.803	29.26	0.456	-0.053	-0.188
O	7.128	15.14	31.507	-0.011	0.506	-0.506
O	18.25	11.854	26.153	-0.149	-0.498	-0.112
O	15.954	15.286	31.822	-0.417	0.293	0.141
O	11.355	2.267	25.969	0.03	0.472	-0.169
O	9.419	15.613	29.306	-0.534	-0.154	0.322
O	19.738	7.714	31.177	0.17	-0.243	-0.126
O	7.371	12.446	27.352	0.136	-0.485	-0.156
O	12.937	5.387	30.329	-0.119	0.376	-0.169
O	21.102	11.367	24.409	-0.29	0.15	0.11
O	18.426	5.939	25.912	0.691	0.02	-0.056
O	17.388	10.778	30.894	0.47	-0.048	0.07
O	18.536	6.542	33.206	0.125	-0.43	-0.358
O	11.435	10.768	26.649	0.186	0.46	0.042
O	15.633	2.949	28.26	-0.049	0.45	-0.098
O	18.998	1.723	33.088	-0.113	0.073	-0.405
O	19.818	8.93	28.807	-0.453	0.026	0.008
O	13.814	14.335	30.652	-0.386	0.538	0.284
O	21.136	4.809	27.426	0.213	0.149	-0.133
O	14.451	3.784	1.537	-0.35	0.331	-0.441
O	15.978	6.549	25.241	-0.278	0.593	-0.321
O	22.96	12.677	32.265	-0.18	-0.095	0.12
O	21.885	9.126	30.419	0.203	0.069	0.455
O	10.564	1.496	28.354	0.51	0.047	0.131
O	8.066	4.218	29.525	-0.3	0.113	-0.512
O	9.229	12.274	32.387	-0.026	0.352	-0.418
O	9.206	5.847	31.248	0.275	0.126	0.153
O	3.84	15.066	0.897	-0.221	0.258	0.468
O	5.967	9.149	0.731	-0.091	-0.125	-0.1
O	20.759	4.549	24.728	-0.406	0.067	0.213
O	20.474	16.264	26.713	0.212	0.302	0.571
O	18.593	14.788	32.301	0.101	-0.049	0.527
O	7.616	10.288	32.707	-0.009	-0.064	-0.614
O	17.221	4.643	23.888	0.438	-0.187	-0.331
O	9.317	0.914	0.818	-0.366	-0.293	0.404
O	12.097	3.137	31.294	0.172	0.283	0.399
O	19.121	13.956	27.592	-0.149	0.277	0.402
O	19.849	1.953	30.123	0.254	-0.422	-0.075
O	6.546	13.395	29.681	-0.476	0.32	-0.392
O	6.335	14.496	0.498	-0.018	-0.075	-0.161
O	12.415	8.577	27.759	-0.269	-0.302	0.134
O	14.147	6.727	27.246	-0.45	-0.464	0.004
O	6.124	9.191	25.136	0.13	0.253	-0.133
O	15.729	10.38	32.989	0.177	0.404	0.14
O	20.667	4.427	30.067	-0.23	0.098	0.292
O	12.362	12.276	24.594	0.224	0.178	0.547
O	12.686	1.186	32.933	0.287	-0.088	-0.325
O	14.138	17.094	28.345	-0.078	-0.012	0.18
O	17.837	1.448	28.347	0.207	-0.461	-0.277
O	9.599	16.684	26.185	-0.304	0.169	-0.085
O	9.842	8.832	27.61	-0.177	0.201	-0.121
O	15.513	4.886	30.496	0.459	0.226	-0.414
O	8.049	3.242	31.924	-0.287	0.704	0.052
O	15.98	3.467	32.562	-0.048	-0.1	0.075
O	11.499	14.095	29.475	-0.169	-0.152	0.516
O	7.476	10.989	29.63	0.205	0.022	0.529
O	6.773	4.104	25.869	0.365	0.62	0.192
O	9.21	6.427	28.608	0.115	-0.202	-0.146

Results
total energy: -102527.090 eV
total energy less fixed offsets of O -438.35, Si -107.03 eV per atom: 2.810 eV
